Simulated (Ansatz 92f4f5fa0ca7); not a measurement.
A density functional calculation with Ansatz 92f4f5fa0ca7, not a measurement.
Periodic cell of 372 atoms, Si256O116, from a study of silicon, its oxide and their interface. The atomic structure is a simulated model.
This geometry differs little from another in the collection (a relaxation step or a small displacement).

Settings: functional r2SCAN; potential files Ansatz PAW; basis plane waves; wave-function cutoff 800 eV; density cutoff ratio 5; exchange-correlation grid ratio 1; k mesh 1 x 1 x 1, Gamma-centred; self-consistency stop 1e-10 eV per atom in the density residual; occupations fixed; spin none; net charge 0.

Cell vectors (angstrom)
a 16.332 0 0
b 0 16.332 0
c 0 0 24.9076

Atoms: element, x, y, z (angstrom)
Si -0.5792 0.4169 0.2273
Si 2.7742 2.4373 0.002
Si -0.4684 5.5911 0.0336
Si 2.2352 8.2654 -0.0464
Si 0.1539 10.6478 -0.2731
Si 2.8061 13.7154 -0.1457
Si 5.1271 0.3519 0.1328
Si 7.6321 2.8113 -0.0464
Si 5.3362 4.9365 -0.2003
Si 8.3234 8.2234 0.4388
Si 6.3879 10.4784 -0.2895
Si 8.8322 12.9307 0.1631
Si 11.1451 -0.4402 -0.0218
Si 14.0116 2.0735 0.1533
Si 10.2483 5.822 -0.1418
Si 13.7339 7.8731 0.1349
Si 10.6308 11.2654 0.2202
Si 13.4528 13.8147 0.3516
Si 1.2602 1.3033 1.3712
Si 3.9492 3.9728 1.3845
Si 1.1389 6.7476 1.3394
Si 3.9405 9.3575 1.2004
Si 1.3839 12.2219 1.0821
Si 4.1398 14.9257 1.3249
Si 6.6458 1.4171 1.5336
Si 9.3134 4.0584 1.1479
Si 6.8095 6.9245 1.5822
Si 9.7103 9.6145 1.6049
Si 7.0272 12.0442 1.3734
Si 9.5392 14.851 1.3235
Si 12.1728 1.2477 1.3196
Si 14.8348 3.9551 1.3428
Si 12.0809 6.6784 1.2666
Si 14.9718 9.5271 1.2608
Si 12.2381 12.2628 1.5572
Si 14.951 15.0354 1.5809
Si -0.0148 2.7483 2.738
Si 2.6968 -0.0689 2.6923
Si -0.0797 8.1799 2.7249
Si 2.6322 5.4529 2.6532
Si 0.0795 13.5481 2.6389
Si 2.7154 10.8829 2.5511
Si 5.3267 2.7569 2.8737
Si 8.1293 -0.0543 2.6407
Si 5.3154 8.2083 2.7816
Si 8.0887 5.353 2.748
Si 5.5452 13.5134 2.5936
Si 8.2279 10.8266 2.9291
Si 10.7764 2.7257 2.5435
Si 13.5052 0.0123 2.8606
Si 10.9735 8.0902 2.8027
Si 13.4503 5.3369 2.6675
Si 10.8635 13.6327 2.8699
Si 13.6495 10.8304 2.73
Si 1.3384 4.0977 4.0868
Si 4.0061 1.3076 4.1214
Si 1.3709 9.5297 4.0081
Si 4.0004 6.7799 4.0787
Si 1.3705 14.9173 4.0675
Si 4.095 12.22 3.9596
Si 6.7436 4.082 4.1801
Si 9.4889 1.3472 3.9917
Si 6.7545 9.4961 4.1493
Si 9.4912 6.752 4.0809
Si 6.8127 14.9127 4.0331
Si 9.5364 12.2582 4.2187
Si 12.123 4.0151 4.0455
Si 14.9367 1.3904 4.1011
Si 12.3141 9.4762 4.1367
Si 14.8699 6.7633 4.0163
Si 12.2147 14.9784 4.2205
Si 15.0212 12.2287 4.0451
Si -0.0102 -0.0087 5.4106
Si 2.6782 2.7122 5.4552
Si -0.0505 5.455 5.4067
Si 2.6917 8.1773 5.4262
Si 0.036 10.8694 5.4208
Si 2.7714 13.5795 5.3917
Si 5.4445 -0.0433 5.4216
Si 8.1518 2.6841 5.4387
Si 5.384 5.4651 5.4891
Si 8.1286 8.1135 5.4531
Si 5.4259 10.9194 5.4288
Si 8.1567 13.6409 5.4902
Si 10.8375 0.0549 5.4754
Si 13.5464 2.7246 5.4302
Si 10.8404 5.3998 5.4611
Si 13.6312 8.1134 5.4892
Si 10.9316 10.8623 5.4774
Si 13.6591 13.5977 5.4453
Si 1.3341 1.3531 6.8047
Si 4.0445 4.0602 6.8254
Si 1.3362 6.8042 6.7791
Si 4.0965 9.5317 6.7726
Si 1.3979 12.2465 6.7684
Si 4.0964 14.9406 6.797
Si 6.8053 1.3349 6.8065
Si 9.4971 4.0435 6.8436
Si 6.7758 6.7949 6.8474
Si 9.5028 9.5091 6.7794
Si 6.784 12.2798 6.8055
Si 9.5014 15.0149 6.8391
Si 12.2251 1.3855 6.8391
Si 14.9334 4.0717 6.764
Si 12.2348 6.7637 6.8133
Si 15.0169 9.497 6.8069
Si 12.2955 12.2519 6.8034
Si 14.9825 14.9972 6.811
Si -0.0264 2.7317 8.1483
Si 2.7267 -0.0085 8.1419
Si 0.0363 8.1448 8.1865
Si 2.6893 5.4398 8.173
Si 0.0457 13.6389 8.1276
Si 2.7855 10.9177 8.1267
Si 5.4363 2.7081 8.1681
Si 8.1696 0.0315 8.2242
Si 5.4453 8.1963 8.1819
Si 8.1311 5.4186 8.1977
Si 5.4808 13.6451 8.1965
Si 8.1613 10.9123 8.1347
Si 10.8825 2.7223 8.2372
Si 13.6187 0.043 8.1879
Si 10.8651 8.1595 8.129
Si 13.6093 5.3939 8.1611
Si 10.9221 13.6481 8.1369
Si 13.6587 10.9001 8.141
Si 1.3193 4.0794 9.5463
Si 4.0943 1.3257 9.5225
Si 1.4558 9.5446 9.4576
Si 4.0881 6.7975 9.5173
Si 1.3815 14.9836 9.5318
Si 4.1342 12.2764 9.5272
Si 6.7631 4.0716 9.5725
Si 9.5459 1.3523 9.6211
Si 6.8129 9.5789 9.5299
Si 9.5278 6.8062 9.5095
Si 6.8139 15.0276 9.5858
Si 9.5419 12.2901 9.4699
Si 12.2719 4.071 9.5834
Si 14.9992 1.4005 9.5686
Si 12.2339 9.5611 9.4384
Si 15.0059 6.7148 9.4988
Si 12.247 15.0199 9.5318
Si 15.011 12.2989 9.4833
Si 0.0142 -0.0038 10.9173
Si 2.7011 2.672 10.8367
Si -0.0008 5.4107 11.0051
Si 2.7635 8.182 10.8619
Si 0.1374 10.9653 10.7437
Si 2.826 13.6863 10.8724
Si 5.4385 0.032 10.983
Si 8.1196 2.6982 10.9253
Si 5.4172 5.4636 10.9468
Si 8.2066 8.2214 10.8483
Si 5.4738 10.9383 10.926
Si 8.2517 13.6856 10.8653
Si 10.9476 0.0095 11.0122
Si 13.6724 2.7567 10.9811
Si 10.8838 5.4553 10.8849
Si 13.5949 8.1298 10.6737
Si 10.9052 10.9493 10.8313
Si 13.6236 13.6677 10.8497
Si 1.4318 1.303 12.2764
Si 3.9724 4.0484 12.2201
Si 1.3738 6.8959 12.2538
Si 4.1185 9.507 12.2564
Si 1.5067 12.3016 12.1684
Si 4.1178 14.9989 12.3875
Si 6.7716 1.3995 12.3792
Si 9.5169 4.0466 12.2124
Si 6.8752 6.8806 12.2212
Si 9.5728 9.6034 12.2155
Si 6.8801 12.3741 12.2002
Si 9.5657 14.9698 12.3738
Si 12.4191 1.3366 12.3635
Si 14.9693 4.0762 12.4783
Si 12.2691 6.8889 12.1482
Si 15.0577 9.4916 11.8293
Si 12.2428 12.3408 12.1938
Si 14.9465 14.9886 12.2839
Si -0.0325 2.4436 13.6907
Si 2.7386 -0.0122 13.8027
Si -0.0667 8.321 13.4395
Si 2.6494 5.4618 13.5855
Si 0.1116 13.6595 13.4871
Si 2.753 10.875 13.586
Si 5.2948 2.742 13.6752
Si 8.1146 -0.0019 13.736
Si 5.6733 8.3476 13.6105
Si 8.3319 5.586 13.5271
Si 5.5615 13.6573 13.6826
Si 8.2977 11.0731 13.517
Si 10.8684 2.6342 13.5271
Si 15.6234 0.6829 15.1525
Si 11.0132 8.3331 13.5597
Si 13.6139 5.7038 13.6705
Si 11.0101 13.6304 13.7769
Si 13.7802 10.8807 13.1032
Si 1.2604 3.4692 15.2903
Si 3.844 1.6422 15.1489
Si 0.7759 10.1057 14.6474
Si 4.8314 7.0004 15.2622
Si 1.0351 15.2114 14.9977
Si 4.4432 11.9699 14.8101
Si 6.9989 4.8957 15.3026
Si 9.7892 1.1153 14.8927
Si 6.8346 9.9499 14.8595
Si 9.9868 6.6399 14.7884
Si 7.0917 14.7686 15.175
Si 9.3736 12.5082 15.0187
Si 11.8255 5.1081 15.0736
Si 13.7236 -0.0503 13.8978
Si 12.8351 9.3915 14.5779
Si 14.4684 7.611 14.7503
Si 12.0455 15.2377 15.1936
Si 15.407 11.8469 14.4386
Si -9.2329 -1.6572 18.2758
Si 42.6353 -24.4929 21.0391
Si -3.3893 10.666 20.2485
Si 13.3092 18.1327 21.9664
Si 21.0993 23.506 20.0259
Si -3.4267 13.5086 20.7932
Si 8.6253 0.1252 20.4848
Si -33.7752 -3.5424 22.82
Si 2.4526 -3.1363 16.945
Si 0.7953 -1.1067 23.0008
Si -5.0507 15.795 21.9027
Si 12.7235 20.5401 20.5383
Si 7.241 -3.8257 22.5513
Si 10.2731 5.3677 21.6547
Si 11.9419 -6.8902 22.9226
Si 20.4521 -2.221 19.4293
Si 21.9554 -12.0602 19.4231
Si -4.9113 25.0687 18.3942
Si 37.4934 -14.3875 20.6872
Si -7.8739 27.1883 20.1925
Si -14.8587 10.3892 17.4835
Si 5.5371 2.0215 17.7504
Si 3.3909 6.2249 22.6674
Si 15.4505 3.128 20.5556
Si -6.8568 12.6375 18.0235
Si 8.6163 -13.0504 19.9512
Si -9.6644 8.9844 18.9015
Si 15.5932 2.7802 17.3951
Si -2.2567 23.6885 17.7799
Si -2.7272 -21.3091 16.6842
Si -17.3872 9.8382 18.7804
Si -19.4534 4.5815 17.729
Si 20.3308 25.0105 17.7002
Si -7.5484 8.4346 16.9565
Si 6.9664 -15.5251 22.7413
Si 8.3913 35.5324 17.1195
Si 3.064 16.1026 21.2462
Si 4.4874 -2.5771 22.2523
Si -4.0732 13.8184 17.9849
Si 17.5367 4.136 22.6751
O -8.9448 9.198 -0.5054
O 12.5274 -8.4872 -7.2863
O -4.4473 14.2933 -3.1402
O 4.0689 15.3288 -2.6407
O 7.8096 16.0993 -3.0665
O 8.0272 13.3514 -6.732
O -5.6734 -2.6069 -6.654
O 6.0247 8.1876 -4.7558
O -8.4005 15.7379 -5.7089
O 5.6541 14.328 -5.9653
O 3.9477 17.6943 -0.4476
O -19.8711 12.3316 -7.2581
O 6.0759 6.1251 -9.0206
O 10.6037 -0.1992 -1.5583
O 9.1896 7.0818 -8.7327
O -10.3716 1.6273 -3.1265
O 4.8626 10.0094 -0.0105
O 7.1161 18.2314 -7.4957
O 4.0659 13.1936 -4.1252
O 5.5212 9.2036 -7.1188
O 1.6453 14.4824 -8.5417
O 16.4622 -18.8593 -2.2596
O 12.5379 -1.5628 -8.2118
O 9.5117 -12.2422 -3.8889
O 9.2147 7.087 -0.3632
O 6.1176 16.2666 -1.099
O 15.5227 1.2963 -8.2015
O 2.8492 7.4092 -1.287
O 15.8141 19.1428 -5.906
O 20.0212 13.0728 -1.4026
O -0.4645 27.6563 -1.6737
O -6.9785 2.0232 16.1632
O -12.2236 -9.3784 21.4454
O -1.9801 4.3439 20.7155
O 22.4217 -2.7211 22.319
O -23.4442 3.2731 18.4496
O 5.9734 22.6709 25.189
O 9.3736 6.6819 21.2936
O 3.8649 5.962 14.5212
O -1.8384 12.3185 15.7356
O -7.794 18.0626 20.3714
O -5.0926 10.6805 23.7001
O 1.4087 11.9717 17.1353
O 0.4522 3.4515 21.4137
O -8.3956 18.1905 23.5466
O -2.0099 -3.2395 21.4932
O 19.3382 -6.3884 17.6946
O -3.8981 3.9233 18.9726
O 7.8287 9.3799 16.0443
O 5.2485 17.6761 19.2121
O 12.608 16.7092 21.7793
O 5.3317 5.8266 19.3622
O 5.2635 19.9499 17.97
O 3.6689 -8.5361 19.013
O 16.0431 -0.0513 23.5671
O 12.7709 -6.4244 21.6394
O 17.8932 4.9451 14.6964
O 10.8627 0.0115 15.4641
O 26.0222 11.9773 16.5432
O 12.5816 -5.987 15.923
O 14.8882 8.2644 18.8471
O 16.4279 21.1892 23.6052
O 12.145 21.4604 16.665
O 9.5369 -21.1853 19.1595
O 3.1586 -19.2259 18.3544
O 17.2536 -6.7551 16.2027
O 5.6019 10.9326 15.3997
O 10.1943 9.1134 17.4051
O 3.9214 7.7642 16.3731
O 7.916 4.2778 16.483
O 19.7133 -0.8191 19.7777
O -4.096 12.093 20.4322
O 18.5242 5.2895 22.1289
O 31.0289 -5.9166 17.3955
O 23.1185 -1.1353 16.7452
O 7.1494 3.9617 19.8611
O 8.031 -20.6613 21.2402
O 6.4644 11.2424 23.1954
O -9.1945 10.4474 19.3626
O -4.0524 19.2302 21.3707
O 1.8645 14.9307 24.1804
O -5.5113 8.422 22.391
O 14.7946 6.7494 24.4571
O -3.3376 8.6505 23.8283
O 2.0491 3.0652 23.5725
O 0.5487 10.0539 18.7733
O 1.2288 25.776 24.2562
O 1.5378 -0.4728 21.713
O -2.0866 -3.2435 24.0544
O 10.8439 -8.3554 19.6936
O -12.9156 1.3395 21.1892
O 6.5373 20.2431 24.3198
O 3.6775 12.7757 15.9923
O -5.8499 5.2267 23.2611
O 12.3803 -17.8074 24.6153
O 2.6512 19.0095 15.5786
O 10.1748 16.0214 20.7328
O 12.2085 10.0096 18.9769
O 11.5472 3.5484 14.7155
O -1.6265 -14.5247 21.1407
O -19.0537 2.2465 23.4834
O -2.1416 -12.8254 17.0319
O 0.4794 19.9347 16.71
O -1.5213 7.3903 16.3442
O 25.3499 9.4803 20.8703
O -2.2571 -10.5001 18.2975
O 4.6459 1.3521 16.5683
O 11.7938 5.4362 21.0411
O 4.4615 5.2615 23.391
O 21.0033 3.5469 20.5254
O 8.3598 -3.1665 23.5117
O 6.0578 -12.6435 14.7781
O 8.279 13.6755 15.3109
O -1.7848 10.6564 19.9676
O 7.9092 8.1306 18.2904
O 13.0195 14.2995 19.3543

Results
free energy: -229903.363 eV
free energy less fixed offsets of O -570.45, Si -639.56 eV per atom: -3.803 eV

Forces (eV/angstrom), in the order of the atoms: element, x, y, z
Si -0.0002 -0.0004 -0.0009
Si -0.0005 -0.0002 0.001
Si -0.0003 0 -0.0004
Si -0.0003 -0.0001 0.0007
Si -0.0002 -0.0003 -0.0005
Si -0.0003 -0.0001 -0.0002
Si -0.0001 0.0001 -0.0002
Si -0.0002 -0.0003 -0.0002
Si -0.0002 -0.0006 0.0009
Si -0.0002 -0.0002 -0.0001
Si 0 0 0.0002
Si 0.0003 0.0001 -0.0003
Si -0.0003 -0.0002 -0.0006
Si -0.0003 0.0001 -0.0016
Si 0 0 -0.0004
Si -0.0001 -0.0006 -0.0003
Si 0.0003 -0.0002 -0.0008
Si 0.0002 -0.0009 -0.0007
Si 0 0.0006 -0.0004
Si -0.0004 -0.0001 -0.0007
Si 0 -0.0006 0
Si -0.0001 -0.0005 -0.0007
Si -0.0001 -0.0002 0.0001
Si 0.0003 -0.0001 0.0005
Si 0.0001 -0.0006 0.0001
Si -0.0002 0 0.0001
Si -0.0003 0.0001 0.0002
Si 0 0.0001 -0.0001
Si 0.0001 -0.0002 0.0001
Si -0.0002 -0.0004 0.0005
Si -0.0005 -0.0003 0.0001
Si 0.0005 0 0.0001
Si -0.0001 -0.0002 -0.0003
Si 0 0.0002 -0.0003
Si 0.0004 0.0003 0.0002
Si -0.0001 -0.0001 -0.0006
Si 0 -0.0003 0
Si -0.0008 -0.0006 -0.0002
Si -0.0005 -0.0001 -0.0002
Si -0.0002 -0.0004 -0.0002
Si -0.0002 -0.0004 -0.0001
Si -0.0001 -0.0003 -0.0001
Si 0 0 -0.0002
Si -0.0001 -0.0001 -0.0003
Si 0 -0.0003 0
Si 0.0003 -0.0002 0
Si -0.0002 0 -0.0004
Si -0.0004 0.0001 -0.0002
Si -0.0001 -0.0003 -0.0001
Si -0.0003 -0.0003 -0.0003
Si 0.0002 -0.0001 -0.0002
Si -0.0006 -0.0003 -0.0001
Si -0.0002 -0.0001 -0.0005
Si -0.0002 -0.0004 -0.0001
Si -0.0003 -0.0002 0
Si -0.0003 -0.0004 -0.0004
Si 0 -0.0003 0.0001
Si -0.0003 0 0.0002
Si 0 -0.0003 0
Si 0.0001 0.0002 0
Si -0.0002 -0.0002 0.0001
Si -0.0004 -0.0002 0
Si -0.0002 -0.0006 -0.0003
Si -0.0003 0 0.0002
Si -0.0004 0.0002 0
Si -0.0001 -0.0002 -0.0004
Si 0 -0.0001 0.0001
Si 0.0005 0 -0.0002
Si 0 -0.0001 -0.0001
Si -0.0003 -0.0003 0.0001
Si -0.0002 -0.0005 -0.0001
Si -0.0008 0.0001 -0.0001
Si 0 -0.0001 -0.0001
Si 0 0.0002 -0.0004
Si 0.0002 -0.0004 -0.0001
Si -0.0002 -0.0005 -0.0001
Si -0.0004 -0.0003 0.0002
Si -0.0003 0.0001 -0.0001
Si 0.0001 -0.0003 -0.0001
Si 0 0.0001 -0.0001
Si -0.0003 -0.0005 -0.0002
Si -0.0002 -0.0003 0
Si -0.0004 0 -0.0002
Si -0.0007 -0.0004 -0.0001
Si -0.0003 -0.0003 -0.0002
Si -0.0006 -0.0003 -0.0002
Si -0.0002 0 0
Si -0.0003 0.0001 0.0001
Si -0.0001 -0.0003 -0.0002
Si -0.0001 -0.0001 -0.0002
Si -0.0002 -0.0005 -0.0001
Si 0 -0.0003 -0.0001
Si -0.0003 0 -0.0002
Si -0.0002 -0.0003 -0.0001
Si -0.0003 -0.0002 0
Si -0.0001 -0.0002 0
Si -0.0004 -0.0002 -0.0002
Si 0 -0.0002 0
Si 0.0001 -0.0003 -0.0001
Si -0.0001 0 0
Si -0.0003 -0.0002 0.0001
Si 0 0.0002 -0.0002
Si -0.0002 -0.0001 0
Si 0.0002 0.0001 0
Si -0.0003 -0.0007 0
Si 0 -0.0002 -0.0001
Si -0.0004 -0.0001 0
Si -0.0003 -0.0001 -0.0001
Si -0.0002 0.0001 0.0001
Si -0.0001 -0.0003 0
Si -0.0001 -0.0001 -0.0003
Si -0.0002 -0.0002 0.0001
Si -0.0002 -0.0003 -0.0003
Si 0.0001 0.0001 -0.0001
Si -0.0003 0 0
Si 0 0.0001 0
Si -0.0002 -0.0005 0.0001
Si 0.0001 -0.0002 -0.0001
Si 0.0002 0.0001 -0.0002
Si 0.0001 -0.0003 -0.0002
Si -0.0002 -0.0003 -0.0001
Si 0 -0.0004 -0.0002
Si -0.0001 0.0001 -0.0001
Si -0.0003 0 -0.0003
Si -0.0001 -0.0003 -0.0001
Si -0.0001 -0.0004 -0.0001
Si -0.0003 -0.0003 -0.0002
Si 0.0001 0.0001 -0.0002
Si -0.0002 -0.0007 -0.0002
Si 0.0001 -0.0001 -0.0002
Si -0.0002 0 0.0003
Si -0.0003 -0.0001 -0.0002
Si -0.0001 -0.0004 -0.0002
Si -0.0001 -0.0004 -0.0001
Si -0.0003 -0.0003 -0.0003
Si -0.0003 -0.0003 0.0001
Si -0.0001 -0.0006 -0.0003
Si -0.0002 -0.0002 0
Si -0.0003 -0.0003 0.0001
Si -0.0001 -0.0006 0.0001
Si -0.0004 0.0001 0.0003
Si 0.0001 -0.001 -0.0001
Si -0.0003 -0.0002 -0.0003
Si -0.0007 0.0002 0.0003
Si -0.0001 -0.0003 -0.0004
Si -0.0002 -0.0004 -0.0003
Si -0.0002 0.0006 -0.0001
Si -0.0004 -0.0004 -0.0003
Si 0.0001 -0.0001 0
Si 0 -0.0003 -0.0002
Si -0.0003 0.0002 0.0001
Si -0.0005 -0.0002 -0.0001
Si 0.0001 -0.0003 -0.0002
Si -0.0001 0.0002 0.0001
Si -0.0003 -0.0002 0
Si 0 0 -0.0004
Si 0 -0.0002 -0.0003
Si 0.0001 0 0
Si -0.0002 -0.0007 0.0004
Si -0.0001 0 0.0004
Si -0.0002 -0.0003 -0.0003
Si 0 -0.0003 -0.0001
Si -0.0002 -0.0009 -0.0001
Si 0 -0.0009 -0.0017
Si 0 -0.0004 0.0001
Si -0.0006 -0.0004 -0.0003
Si -0.0001 0.0003 0.0003
Si -0.0003 0 0
Si -0.0006 -0.0001 -0.0003
Si -0.0002 -0.0004 -0.0003
Si 0.0004 0 -0.0001
Si 0 -0.0001 -0.0001
Si -0.0002 0 -0.0001
Si -0.0003 -0.0007 0.0003
Si 0 0 -0.0001
Si 0.0004 0.0001 0.0003
Si -0.0003 -0.0007 -0.0004
Si -0.001 -0.0002 0
Si 0 -0.0001 0.0005
Si -0.0007 -0.0002 -0.0004
Si -0.0016 -0.0009 -0.0007
Si 0.0003 0.0002 -0.0001
Si -0.0004 -0.0002 -0.0008
Si -0.0048 -0.0001 -0.0056
Si 0.0001 0 0.0002
Si 0 -0.0001 0
Si -0.0009 -0.0003 -0.0006
Si -0.0007 -0.0007 -0.0001
Si 0.0003 0.0002 -0.0005
Si 0.0001 -0.0001 -0.0003
Si -0.0001 0 -0.0001
Si -0.0003 -0.0008 -0.0006
Si -0.0003 -0.0002 0.0009
Si 0.0003 0.0002 0.0008
Si -0.0007 -0.0006 -0.0001
Si 0.0004 -0.0007 0.0002
Si -0.0001 -0.0002 -0.0009
Si 0.0007 0.0004 -0.0003
Si 0.0005 -0.0004 0.001
Si 0.0004 -0.0002 -0.0005
Si -0.0001 0.0003 -0.0004
Si 0.0037 0.0048 0.0017
Si 0.0002 -0.0006 -0.0005
Si -0.0002 0 0.0001
Si -0.0003 -0.0009 0.0006
Si 0 -0.0009 -0.0003
Si 0.0004 0.0003 -0.0001
Si -0.0004 0.0002 -0.0007
Si 0 0.0003 -0.0002
Si 0.0002 -0.0001 0
Si -0.0001 -0.0021 0.0013
Si -0.0002 -0.0008 -0.0005
Si -0.0001 -0.0003 0.0007
Si 0.0003 0 -0.0006
Si -0.0004 0.0007 0.0005
Si -0.0004 -0.0008 0
Si -0.0003 0 0.0001
Si -0.0006 0.0002 0.0003
Si -0.0003 0.0008 -0.0001
Si -0.0005 -0.0003 0.0006
Si 0.0006 -0.0008 0.0003
Si -0.0002 -0.0003 -0.0005
Si 0.0003 -0.0002 0
Si 0 -0.0001 -0.0001
Si 0 -0.0002 -0.0002
Si -0.0005 -0.0002 0.0004
Si 0 -0.0004 -0.0003
Si -0.0002 -0.0005 0.0004
Si 0.0001 -0.0004 -0.0002
Si -0.0003 -0.0002 0
Si 0.0006 0 0.0002
Si -0.0002 -0.0006 0.0002
Si 0.0002 0.0007 -0.0003
Si -0.0006 0.0001 -0.0005
Si -0.0002 -0.0016 0.0003
Si 0.0002 0.0006 -0.0002
Si -0.0007 0.0006 0
Si -0.0007 -0.0011 -0.0009
Si -0.0002 0.0005 0.0009
Si -0.0002 -0.0006 -0.0004
Si 0.0004 -0.0006 0.0005
Si 0.0006 -0.0004 0.0002
Si 0.0003 0.0001 -0.0001
Si -0.0002 -0.0009 0
Si 0.0001 -0.0002 -0.0003
Si 0.001 -0.0002 -0.0006
Si -0.0003 -0.0002 0
Si -0.0002 -0.0006 -0.0004
Si -0.0005 0 -0.0005
Si 0.0006 -0.0005 -0.0001
Si 0.0002 -0.0004 0.0008
Si 0.0008 -0.0006 -0.0002
Si -0.0006 -0.0004 -0.0003
Si -0.0001 -0.0008 0.0001
Si -0.0002 0.0004 0.0007
Si -0.0002 -0.0005 0.0002
O -0.0001 -0.0002 -0.0005
O -0.0006 0.0001 0.0003
O 0 0.0001 -0.0002
O -0.0003 0.0002 -0.0004
O -0.0002 0.0002 0
O -0.0003 -0.0002 -0.0003
O -0.0007 -0.0001 -0.0005
O -0.0008 -0.0006 -0.0008
O -0.0003 -0.0005 -0.0003
O -0.0001 -0.0003 -0.0002
O 0.0003 -0.0002 -0.0001
O 0 -0.0006 -0.0002
O 0.0015 -0.001 0.0011
O -0.0002 -0.0002 0.0002
O -0.0001 -0.0003 -0.0004
O -0.0004 -0.0003 -0.0008
O -0.0001 -0.0006 -0.0001
O -0.0002 0.0002 -0.0002
O -0.0002 0 -0.0001
O -0.0004 -0.0007 0.0003
O -0.0008 0.0005 -0.0004
O -0.001 0.0001 0.0003
O -0.0006 -0.0005 -0.0005
O -0.0002 0 -0.0002
O 0.0002 -0.0007 -0.0002
O 0.0001 0.0004 -0.0006
O -0.0005 0.0003 -0.0006
O -0.0002 -0.0009 -0.0008
O -0.0007 0.0002 -0.0001
O -0.0003 0.0002 -0.0004
O -0.0004 0.0002 -0.0001
O -0.0004 0.0008 0.0007
O 0.0005 -0.0002 -0.0006
O -0.0005 0.0001 -0.0005
O 0.0003 -0.0007 -0.0004
O -0.0005 -0.0002 -0.0006
O -0.0005 -0.0006 -0.0009
O 0.0001 -0.0004 -0.0001
O 0.0019 -0.0055 0.0027
O -0.0005 0.0002 -0.0008
O -0.0002 0 -0.0001
O -0.0004 0 0.0001
O 0.0001 -0.0005 0.0001
O -0.0003 -0.0001 -0.0002
O -0.0004 -0.0002 0
O 0.0003 -0.0004 0.0003
O 0.0003 -0.0006 0.0003
O -0.0003 -0.0002 0.0005
O -0.0003 -0.0012 0.0005
O 0.0003 -0.0002 0
O -0.0003 -0.0001 -0.0005
O 0.0002 0.0003 0.0004
O 0.0004 0.0001 0.0004
O 0 -0.0003 -0.0002
O 0.0003 -0.0004 0.0003
O -0.0007 -0.0007 0.0005
O -0.0017 -0.0015 0
O -0.0002 -0.0003 -0.0004
O -0.0004 0.0001 -0.0001
O -0.0006 0 -0.0003
O -0.0001 -0.0003 0.0009
O -0.0001 -0.0003 -0.0001
O -0.001 -0.0009 -0.0029
O -0.0008 -0.0002 0.0002
O 0 -0.0001 -0.0001
O -0.0004 -0.0004 0.0001
O 0.0001 -0.0004 -0.0001
O -0.0003 -0.0005 0.0001
O -0.0004 0.0008 0.0006
O -0.0005 -0.0014 0.0001
O -0.0001 -0.0004 0.0003
O 0.0001 -0.0005 0.0003
O 0 -0.0001 -0.0002
O -0.0001 -0.0006 0.0005
O -0.0001 -0.0007 -0.0003
O -0.0006 -0.0003 -0.0004
O -0.001 -0.0005 -0.0005
O -0.0003 -0.0001 0.0001
O -0.0001 -0.0007 0.0002
O 0.001 -0.0006 0.0007
O -0.0005 -0.0003 -0.0005
O -0.0004 0 -0.0006
O -0.0001 -0.0001 0.0001
O -0.0004 -0.0002 -0.0005
O -0.0006 0.0002 -0.0004
O -0.0005 -0.0003 -0.0002
O 0 -0.0005 -0.0004
O 0.0001 -0.0001 0
O -0.0006 0.0003 0.0006
O -0.0003 0.0001 0.0001
O 0.0003 0.0002 0
O 0 -0.0001 -0.0003
O -0.0002 -0.0008 0.0001
O -0.0002 0 -0.0003
O 0.0002 -0.0001 -0.0001
O -0.0014 0.0014 0.0007
O -0.0001 -0.0004 0.0003
O -0.0003 -0.0004 0
O 0 0.0014 -0.0011
O -0.0002 0.0006 -0.0006
O -0.0001 -0.0012 0
O 0.0005 -0.0003 -0.0001
O -0.0004 -0.0005 -0.0002
O -0.0002 0.0003 -0.0003
O -0.0004 -0.0006 -0.0004
O 0.0008 0.0001 0.0003
O 0.0001 0 0.001
O -0.0001 -0.0001 -0.0005
O -0.0005 -0.0002 -0.0006
O 0.0001 -0.0003 -0.0003
O -0.0006 -0.0002 0
O 0.0003 0.0027 0.0013
O 0.0001 -0.0008 0.0003
O -0.0004 -0.0002 0.0001
O -0.0005 0 0
O -0.0003 -0.0003 0.0001

The program warned: the cutoff lies below the one the program advises for these potential files; the forces do not sum to zero within the program's tolerance; empty levels may hold ghost states of the PAW files; the exchange-correlation potential is rough where the density is thin.
